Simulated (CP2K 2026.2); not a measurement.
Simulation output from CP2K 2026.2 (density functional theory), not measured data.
Periodic cell of 505 atoms, Si360O145, from a study of silicon, its oxide and their interface. The atomic structure is a simulated model.
Doubt: the forces sum to 2.77 eV/angstrom along one axis rather than to zero, so they err by at least 0.0055 eV/angstrom per atom on average; the grid cutoff is modest.

Settings: functional PBE; method Gaussian and plane waves; basis set DZVP-MOLOPT-SR-GTH; pseudopotentials GTH-PBE; grid cutoff 300 Ry, relative cutoff 40 Ry; k points Gamma only; occupations fixed; spin none; net charge 0.

Cell vectors (angstrom)
a	16.32	0	0
b	0	16.32	0
c	-3.2397	2.0666	33.8093

Atoms and the computed forces on them: element, x, y, z (angstrom), force x, y, z (eV/angstrom)
Si	-0.684	-0.084	1.035	0.485	0.205	0.419
Si	3.387	5.019	-0.721	0.015	0.049	-0.001
Si	3.218	2.3	0.67	-0.232	-0.145	0.6
Si	2.908	7.862	-0.185	-0.003	0.077	0.076
Si	-5.885	-6.564	-1.903	0.045	-0.006	0.123
Si	0.507	-1.028	-1.441	0.049	0.109	0.001
Si	4.652	-0.683	24.856	-0.298	-0.35	-0.487
Si	5.949	1.055	1.234	-0.339	-0.493	0.45
Si	-10.082	5.655	0.188	-0.199	0.158	0.731
Si	-4.968	6.344	-3.906	0.101	-0.006	0.091
Si	-10.617	-5.455	0.7	-0.268	-0.2	0.519
Si	-8.64	-3.102	0.876	0.372	0.405	0.621
Si	-9.118	-0.792	-0.895	0.047	0.042	0.036
Si	-2.545	2.198	0.937	-0.048	0.384	0.573
Si	-7.176	4.858	-0.087	0.109	-0.234	0.401
Si	-3.787	7.557	1.323	0.391	0.189	0.308
Si	-6.615	7.947	0.544	-0.029	-0.011	0.136
Si	-2.046	-2.693	0.946	-0.586	-0.171	0.58
Si	0.555	0.551	2.881	0.01	0.017	0.039
Si	2.27	2.183	2.811	-0.005	-0.014	-0.012
Si	-0.649	4.906	2.713	-0.018	-0.14	0.51
Si	3.072	8.711	2.755	0.264	0.01	0.498
Si	-0.577	-6.016	2.796	-0.052	-0.023	0.02
Si	3.329	-2.147	2.761	0.136	0.184	0.571
Si	5.048	-0.388	2.879	0.037	-0.017	-0.059
Si	-8.168	2.705	2.912	0.233	0.342	0.402
Si	6.047	5.995	2.587	0.091	0.008	-0.041
Si	-8.524	7.724	2.865	-0.214	-0.256	0.473
Si	4.849	-5.99	2.791	-0.029	-0.054	0.038
Si	-7.716	-2.137	2.826	0.017	-0.01	-0.033
Si	-5.965	-0.354	2.893	-0.17	-0.332	0.386
Si	-2.265	3.151	3.033	0.042	-0.033	-0.044
Si	-5.215	5.268	2.831	-0.334	-0.198	0.329
Si	-2.349	8.588	2.868	0.039	0.013	-0.033
Si	-5.012	-4.876	2.86	0.227	0.11	0.524
Si	-3.255	-3.216	2.862	-0.058	-0.036	0.009
Si	-1.204	1.429	4.2	-0.03	-0.009	0.015
Si	1.261	4.038	3.913	0.032	0.003	-0.041
Si	-1.372	6.773	4.043	-0.055	0.015	-0.003
Si	1.287	9.521	4.059	-0.043	0.037	0.031
Si	-1.476	-4.197	4.086	0.025	0.001	-0.041
Si	1.486	-1.286	4.03	-0.009	-0.039	-0.032
Si	3.994	1.282	4.165	0.001	-0.006	0.014
Si	6.809	4.224	4.038	-0.057	-0.044	-0.016
Si	4.161	6.87	3.837	-0.031	0.016	-0.046
Si	6.698	-6.859	4.038	0.022	0.047	-0.052
Si	4.076	-4.073	3.981	0.024	0.013	0.002
Si	-9.515	-1.334	4.139	-0.015	-0.021	0.004
Si	-6.895	1.3	4.283	0.005	0.031	-0.06
Si	-3.983	4.041	4.324	-0.015	0.014	0.006
Si	-6.746	6.689	4.054	0.06	0.028	-0.039
Si	-4.052	-6.678	4.11	-0.03	0.013	-0.045
Si	-6.769	-3.917	4.106	-0.025	-0.015	-0.058
Si	-4.169	-1.394	4.061	0.02	0.028	-0.06
Si	-2.697	-0.013	5.341	-0.046	0.001	-0.012
Si	0.073	2.79	5.567	0.019	0.023	-0.028
Si	-2.703	5.531	5.562	0.062	-0.046	0.031
Si	0.054	8.058	5.429	-0.019	0.02	-0.031
Si	-2.736	-5.447	5.6	-0.013	0.038	-0.016
Si	0.005	-2.726	5.265	0.033	-0.017	0.01
Si	2.725	-0.039	5.6	-0.003	0.005	-0.04
Si	5.403	2.779	5.341	0.027	0.052	0.005
Si	2.739	5.445	5.181	0.016	-0.015	-0.024
Si	5.399	-8.194	5.447	-0.011	-0.023	-0.028
Si	2.618	-5.337	5.381	0.023	-0.025	-0.038
Si	5.501	-2.826	5.422	-0.017	0.054	0.008
Si	-8.278	0.012	5.615	-0.001	-0.044	-0.001
Si	-5.419	2.643	5.528	-0.03	0.013	-0.003
Si	-8.09	5.4	5.496	-0.038	-0.013	-0.034
Si	-5.442	8.183	5.353	-0.001	-0.028	0.036
Si	-8.189	-5.419	5.303	0.017	0.004	-0.002
Si	-5.453	-2.664	5.584	0.007	0.001	-0.043
Si	-1.345	-1.383	6.702	0.003	-0.008	0.006
Si	1.386	1.376	6.897	-0.015	0	-0.011
Si	-1.326	4.136	6.87	-0.009	0.019	0.01
Si	1.441	6.739	6.735	0.026	-0.037	0.012
Si	-1.325	9.449	6.809	-0.022	-0.008	-0.028
Si	1.304	-4.025	6.772	-0.03	0.021	0.039
Si	4.134	-1.439	6.817	0.014	0.007	-0.012
Si	6.707	1.446	6.839	-0.001	0.008	-0.004
Si	4.04	4.119	6.691	-0.03	-0.027	0.028
Si	-9.511	6.793	6.789	0.012	-0.025	-0.01
Si	4.015	-6.769	6.723	0.021	0.026	-0.029
Si	-9.49	12.18	6.803	0.007	0.002	0.006
Si	-6.851	-1.34	6.908	0.021	-0.015	-0.005
Si	-4.023	1.294	6.814	0.003	0.02	0.018
Si	-6.775	4.034	6.861	-0.013	0.021	0.009
Si	-4.11	6.879	6.83	-0.035	0.006	0.001
Si	-6.827	-6.78	6.701	0.011	0.001	0.009
Si	-4.091	-4.057	6.898	-0.007	0.039	0.005
Si	-0.026	-0.017	8.144	-0.036	-0.014	-0.02
Si	2.758	2.761	8.169	0.028	0.031	-0.003
Si	0.064	5.465	8.181	0.013	-0.028	0.017
Si	2.721	-8.159	8.114	0.003	-0.01	-0.005
Si	0.001	-5.447	8.136	0.015	0.032	0.004
Si	2.71	-2.735	8.161	0.009	-0.007	0
Si	5.418	-0.001	8.176	-0.007	0.001	-0.003
Si	-8.181	2.721	8.201	-0.002	0.008	0.011
Si	-10.897	5.434	8.112	-0.032	-0.037	-0.012
Si	-8.162	8.183	8.119	0.011	0.035	-0.01
Si	-10.907	10.85	8.125	0.008	0.018	-0.004
Si	8.138	-2.757	8.202	-0.005	-0.01	0.018
Si	-5.427	0.002	8.203	-0.009	0.004	0.002
Si	-2.702	2.72	8.162	-0.006	-0.003	0.003
Si	-5.437	5.458	8.169	0.008	0.007	0.005
Si	-2.715	8.17	8.2	-0.004	-0.018	-0.004
Si	-5.482	-5.456	8.155	-0.026	-0.029	-0.008
Si	-2.684	-2.694	8.166	0.026	0.021	-0.006
Si	-1.338	1.358	14.971	0.012	-0.04	-0.011
Si	1.359	4.097	14.97	-0.006	-0.005	0.006
Si	-1.366	6.812	14.95	-0.016	0.007	-0.005
Si	1.357	-6.795	14.964	0.003	-0.008	-0.01
Si	-1.366	-4.103	14.947	0.021	-0.004	-0.004
Si	1.331	-1.364	14.954	-0.026	0.035	-0.009
Si	4.092	1.357	14.932	0.015	-0.023	-0.004
Si	-9.514	4.101	14.943	-0.016	0.005	-0.013
Si	4.07	-9.531	14.978	0	-0.006	-0.008
Si	-9.53	9.511	14.974	0.018	0.008	0.004
Si	4.062	-4.087	14.971	-0.004	0.008	0.006
Si	6.795	-1.364	14.947	0.007	-0.003	-0.007
Si	-6.809	1.367	14.938	-0.016	0.032	-0.004
Si	-4.071	4.084	14.959	0.014	-0.019	0.003
Si	-6.789	6.805	14.964	0.004	-0.002	0.006
Si	-4.091	9.525	14.968	-0.027	0.02	-0.01
Si	-6.783	-4.103	14.964	0.02	-0.031	-0.009
Si	-4.08	-1.362	14.952	-0.001	0.016	0.012
Si	-2.703	-0.017	16.307	0.009	0.019	0.004
Si	0.011	2.737	16.338	-0.005	-0.003	-0.001
Si	-2.714	5.455	16.32	0	-0.002	-0.008
Si	-0.015	8.172	16.315	0.001	0.001	-0.002
Si	-2.726	-5.439	16.33	0.005	-0.01	-0.008
Si	-0.026	-2.745	16.307	-0.008	-0.001	-0.003
Si	2.706	0.011	16.275	0.004	-0.029	-0.002
Si	5.453	2.727	16.28	0.014	0.019	-0.001
Si	2.702	5.447	16.358	0.019	0.011	0.002
Si	5.426	-8.172	16.334	-0.015	-0.019	0.001
Si	2.699	-5.44	16.347	-0.006	0.004	0.005
Si	5.433	-2.719	16.309	0.007	0.014	-0.004
Si	-8.164	0.004	16.297	-0.014	-0.001	-0.014
Si	-5.445	2.717	16.297	-0.003	-0.016	-0.002
Si	-8.153	5.449	16.315	-0.019	-0.01	-0.001
Si	-5.439	8.164	16.339	0.02	0.005	0.005
Si	-8.138	-5.471	16.323	-0.001	0.024	0.001
Si	-5.415	-2.74	16.32	-0.012	0.002	-0.008
Si	-1.403	-1.429	17.683	-0.032	-0.007	0.007
Si	1.402	1.38	17.675	0.034	0.022	0.015
Si	-1.354	4.108	17.692	-0.008	-0.007	-0.015
Si	1.312	6.82	17.704	0	0.014	0.003
Si	-1.375	-6.803	17.689	-0.024	0.007	0.002
Si	1.326	-4.067	17.699	-0.017	0.003	0
Si	4.034	-1.356	17.636	-0.005	0.033	-0.02
Si	-9.507	1.39	17.649	-0.005	-0.009	0.018
Si	4.088	4.049	17.662	-0.012	-0.025	0.013
Si	-9.51	6.801	17.688	0.034	0.001	0.001
Si	4.045	-6.832	17.695	0.012	0.031	-0.012
Si	-9.503	-4.091	17.635	-0.001	-0.023	-0.014
Si	-6.798	-1.373	17.632	0.019	-0.012	0.008
Si	-4.065	1.357	17.631	-0.011	-0.016	-0.014
Si	-6.787	4.09	17.664	0.032	-0.019	-0.008
Si	-4.066	6.811	17.691	0.001	0.008	-0.006
Si	-6.795	9.499	17.731	-0.037	-0.012	0.012
Si	-4.042	-4.066	17.723	0.01	0.026	0.02
Si	0.013	-0.048	18.906	0.007	0.014	-0.017
Si	2.756	2.735	19.099	-0.007	-0.024	-0.016
Si	-0.011	5.453	19.101	-0.032	-0.023	0.028
Si	2.635	8.185	19.084	0.022	-0.009	0.036
Si	-0.083	-5.392	19.055	-0.028	0.028	-0.028
Si	2.713	-2.716	19.039	-0.004	0.011	0.045
Si	5.336	0.093	18.936	-0.02	-0.009	-0.03
Si	-8.075	2.679	19.025	-0.047	0.025	0.022
Si	5.469	5.387	18.995	-0.016	-0.011	-0.009
Si	-8.171	8.134	19.111	0.045	0.019	-0.018
Si	5.476	-5.477	18.971	0.028	-0.006	-0.019
Si	-8.184	-2.698	18.988	0.028	0.005	0.007
Si	-5.346	-0.093	18.962	0.044	-0.018	-0.049
Si	-2.782	2.778	18.993	0.009	-0.03	0.009
Si	-5.458	5.475	19.032	-0.001	0.033	-0.011
Si	-2.681	-8.192	19.07	0.001	-0.017	0.006
Si	-5.405	-5.436	19.045	0.044	-0.027	-0.026
Si	-2.721	-2.736	19.201	-0.013	0.007	-0.012
Si	-1.394	1.305	20.145	-0.055	-0.011	0.007
Si	1.39	4.107	20.443	0.025	0.044	-0.012
Si	-1.378	6.769	20.522	-0.041	0.007	0.025
Si	1.24	-6.7	20.432	0.026	-0.014	0.04
Si	-1.352	-4.104	20.597	0.027	-0.028	0.009
Si	1.334	-1.314	20.365	-0.005	0.018	0.016
Si	4.103	1.38	20.503	0.01	-0.019	-0.025
Si	-9.455	4.036	20.359	0.035	-0.006	0.035
Si	4.036	6.716	20.294	0.005	-0.016	0.04
Si	-9.54	9.533	20.428	-0.028	0.009	-0.039
Si	4.126	-4.141	20.303	0.002	0.083	0.022
Si	6.681	-1.273	20.193	-0.02	-0.007	0.017
Si	-6.61	1.281	20.287	0.036	0.042	0.01
Si	-4.127	4.15	20.412	0.019	-0.035	0.037
Si	-6.795	6.772	20.482	-0.015	-0.013	-0.002
Si	-4.025	-6.81	20.395	-0.012	0.043	0.012
Si	-6.782	-4.038	20.338	0.018	0.011	0.012
Si	-4.132	-1.372	20.554	-0.033	-0.005	-0.009
Si	-2.657	0.084	21.689	0.017	-0.043	0.052
Si	-0.098	2.647	21.497	0.013	-0.001	0.002
Si	-2.841	5.467	21.919	0.019	0.015	0.018
Si	-0.044	8.206	21.857	-0.022	-0.004	-0.009
Si	-2.768	-5.511	21.939	-0.006	0.004	0.073
Si	0.118	-2.694	21.858	-0.002	0.003	0.063
Si	2.631	0.049	21.808	-0.043	0.051	0.065
Si	5.607	2.677	21.823	-0.009	-0.007	0.022
Si	2.777	5.431	21.858	-0.009	-0.022	0.069
Si	5.334	8.111	21.629	0.052	-0.014	0.052
Si	2.733	-5.389	21.727	0.02	0.018	-0.017
Si	5.372	-2.627	21.589	-0.065	-0.002	-0.049
Si	-8.125	-0.044	21.446	-0.028	-0.116	-0.054
Si	-5.343	2.658	21.763	0.031	-0.027	-0.025
Si	-8.106	5.319	21.822	0.006	0.006	0.093
Si	-5.447	-8.091	21.76	0.012	-0.017	0.049
Si	-8.159	-5.35	21.699	0.008	-0.068	0.026
Si	-5.541	-2.771	21.944	0.01	0.028	0.091
Si	-1.133	-1.087	23.026	-0.086	-0.155	-0.765
Si	0.929	1.221	23.04	0.296	0.052	-0.733
Si	-1.707	3.627	22.853	-0.375	-0.06	-0.477
Si	1.832	7.326	22.974	0.157	0.09	-0.583
Si	-1.672	-7.152	23.329	0.143	0.243	-0.823
Si	2.036	-3.51	23.045	0.053	0.019	0.038
Si	-10.425	-3.162	27.487	0.043	-0.033	-0.024
Si	-8.766	1.71	22.855	-0.063	0.322	-0.444
Si	4.462	4.265	23.125	-0.18	-0.143	-0.807
Si	-9.781	6.572	22.911	0.139	-0.003	-0.762
Si	3.547	-7.299	22.867	-0.017	-0.03	0.036
Si	7.137	-3.541	22.79	-0.02	-0.012	-0.002
Si	-7.525	-1.813	22.893	0.042	-0.031	-0.009
Si	-3.415	1.917	22.977	0.016	0.095	-0.019
Si	-7.137	3.473	23.054	-0.053	-0.007	0.081
Si	-4.064	7.08	23.281	-0.117	-0.243	-0.719
Si	-6.412	-6.315	22.955	0.115	0.29	-0.58
Si	-4.647	-4.655	23.129	-0.113	-0.029	-0.707
Si	-3.571	-4.174	26.117	-0.055	-0.097	-0.249
Si	-6.438	3.627	1.674	0.004	-0.053	-0.054
Si	2.118	5.411	-3.62	-0.088	0.028	0.073
Si	-7.613	-6.296	25.784	0.008	-0.054	-0.26
Si	-0.741	-5.633	25.948	-0.032	-0.111	-0.058
Si	-3.023	6.536	-1.429	0.046	-0.062	-0.03
Si	3.675	-1.713	22.956	0.032	-0.018	0.092
Si	-6.414	3.2	25.337	-0.25	0.154	-0.773
Si	2.088	-3.115	0.076	0.099	-0.07	0.001
Si	2.782	0.79	-1.973	0.034	-0.015	0.076
Si	1.987	-7.121	-2.652	0.066	0.028	0.009
Si	-5.892	6.153	25.845	-0.047	0.168	-0.167
Si	4.478	-3.281	-4.272	0.146	-0.045	-0.074
Si	-9.884	7.923	-3.886	-0.029	0.078	-0.008
Si	-0.656	5.75	-2.829	-0.063	0.023	0.113
Si	3.234	-2.115	27.259	-0.02	-0.01	-0.078
Si	1.972	6.055	25.683	-0.03	0.091	-0.052
Si	-2.228	5.671	-5.293	-0.1	-0.055	0.108
Si	-0.495	-2.96	-3.47	0.026	-0.052	0.081
Si	-9.83	-4.412	24.827	0.155	0.265	-0.591
Si	-5.495	1.78	0.624	-0.304	0.466	0.464
Si	-3.79	1.51	25.248	0.286	0.216	-0.593
Si	1.947	-4.215	25.27	0.225	0.223	-0.648
Si	-8.557	-0.641	27.522	0.036	-0.011	-0.047
Si	0.405	3.384	25.099	-0.107	-0.038	-0.171
Si	3.526	7.727	-4.988	0.062	0.078	0.052
Si	-2.173	-7.812	-5.823	0.015	0.036	-0.038
Si	-9.432	4.985	-4.148	0.064	0.01	-0.129
Si	2.156	2.516	-4.395	-0.028	-0.041	0.041
Si	4.906	3.374	-5.408	-0.018	-0.002	0.001
Si	-9.595	0.969	-5.562	0.124	-0.045	0.032
Si	-6.968	-7.507	-4.454	-0.069	-0.149	0.071
Si	4.585	2.364	25.5	0.013	-0.056	-0.052
Si	-0.452	-5.733	-2.143	-0.03	0.049	-0.003
Si	-0.082	-5.1	0.718	-0.07	-0.286	0.622
Si	-9.035	2.343	26.923	-0.005	-0.141	0.008
Si	5.302	-0.485	-3.25	0.06	0.035	0.106
Si	-5.955	-4.268	0.021	0.062	-0.096	0.207
Si	-3.278	-6.317	-3.299	-0.014	0.208	-0.053
Si	-6.269	0.035	-1.537	-0.021	0.099	0.012
Si	3.789	-4.664	-1.747	0.062	0.056	-0.042
Si	-1.523	2.479	27.335	-0.058	-0.061	-0.138
Si	-8.842	7.348	25.681	-0.005	-0.03	-0.012
Si	4.101	-6.476	24.952	-0.255	-0.287	-0.616
Si	-2.709	-1.312	25.665	0.069	0.048	-0.181
Si	-6.725	1.262	-4.222	-0.089	-0.061	0.007
Si	-4.157	-2.091	-1.057	0.033	-0.071	-0.045
Si	-6.815	4.063	-3.023	-0.014	0.087	0.001
Si	-10.36	-7.845	-0.938	0.011	-0.09	0.043
Si	4.617	7.208	26.604	-0.024	-0.011	-0.103
Si	-3.543	-3.392	-3.886	-0.032	-0.043	0.109
Si	1.814	-2.494	-5.565	-0.003	0.075	0.076
Si	-8.507	-0.642	24.664	0.299	-0.293	-0.42
Si	-1.245	4.496	-0.289	0.048	0.07	0.186
Si	-1.361	1.35	9.525	-0.011	-0.003	0.011
Si	1.388	4.091	9.541	-0.016	-0.012	0.012
Si	-1.337	6.803	9.527	0.018	-0.001	0.009
Si	1.365	-6.805	9.496	-0.013	-0.008	0.002
Si	-1.347	-4.085	9.512	-0.026	-0.016	0.001
Si	1.352	-1.36	9.509	0.016	0.016	0.004
Si	4.076	1.367	9.533	0.003	0.006	0.008
Si	-9.546	4.098	9.521	-0.002	-0.004	0.007
Si	4.084	6.808	9.486	0.033	0.019	0.002
Si	-9.534	9.515	9.498	-0.021	-0.019	0
Si	4.072	-4.104	9.508	-0.001	-0.004	-0.002
Si	6.787	-1.362	9.531	0.02	0.009	0.004
Si	-6.798	1.365	9.544	0.007	-0.015	0
Si	-4.071	4.086	9.516	0.005	-0.006	0.005
Si	-6.814	6.82	9.503	-0.01	-0.004	0.002
Si	-4.096	-6.789	9.525	0.006	0.016	0.002
Si	-6.815	-4.107	9.546	-0.005	0.015	0.015
Si	-4.062	-1.362	9.539	-0.007	0.014	0.008
Si	-2.722	0.007	10.897	-0.018	0.012	-0.004
Si	0.012	2.717	10.874	0.01	-0.002	0.007
Si	-2.702	5.435	10.879	0.019	-0.02	0.005
Si	0.005	-8.147	10.879	-0.026	0.015	0.007
Si	-2.727	-5.427	10.871	-0.006	0.02	0.012
Si	0.009	-2.728	10.876	0.007	-0.011	-0.006
Si	2.703	0.007	10.877	-0.013	0.034	0.008
Si	-10.88	2.722	10.886	0.02	-0.033	0.004
Si	2.736	5.463	10.882	-0.013	-0.012	-0.002
Si	-10.881	8.155	10.866	0.022	-0.002	0.007
Si	2.723	-5.46	10.875	0.025	-0.009	0.009
Si	5.421	-2.73	10.877	-0.021	0.017	-0.005
Si	-8.154	-0.014	10.887	0.016	-0.014	0.01
Si	-5.436	2.738	10.886	-0.016	0.015	0.007
Si	-8.175	5.462	10.869	-0.021	0.01	0.005
Si	-5.447	8.158	10.877	0	-0.013	0.005
Si	-8.187	-5.456	10.889	0.002	0.004	-0.004
Si	-5.436	-2.735	10.879	0.02	-0.014	0.006
Si	-1.358	-1.366	12.235	-0.006	0.012	0.007
Si	1.361	1.367	12.246	-0.009	-0.023	0.006
Si	-1.349	4.074	12.242	-0.011	-0.021	0.003
Si	1.364	-9.507	12.242	0.012	0.006	-0.004
Si	-1.368	-6.795	12.229	0.008	-0.003	-0.002
Si	1.364	-4.091	12.234	-0.004	0.002	0.005
Si	4.061	-1.366	12.232	0.003	-0.004	-0.002
Si	-9.514	1.36	12.232	-0.001	0.019	0.002
Si	-12.24	4.088	12.24	0.013	0.01	0.002
Si	-9.528	6.809	12.242	-0.009	0.004	0.004
Si	-12.237	9.509	12.241	-0.006	-0.01	-0.002
Si	6.786	-4.084	12.249	0.009	-0.002	0.002
Si	-6.797	-1.376	12.243	-0.002	0.01	0
Si	-4.08	1.37	12.25	0.011	-0.004	0.008
Si	-6.804	4.102	12.229	0.003	-0.007	0.004
Si	-4.076	6.801	12.23	-0.002	0.006	0.003
Si	-6.813	9.509	12.24	-0.005	0.004	0.006
Si	-4.078	-4.082	12.243	-0.003	0	0.003
Si	-0.004	0.001	13.59	0.007	0.01	-0.011
Si	2.719	2.734	13.603	0.001	0.006	-0.005
Si	0.003	5.448	13.598	0.001	0.003	-0.004
Si	2.722	-8.16	13.614	0.004	0.011	0.007
Si	-0.002	-5.449	13.589	-0.01	0.004	-0.01
Si	2.707	-2.726	13.605	-0.003	0.001	0.005
Si	5.441	-0.008	13.576	0.005	0.001	-0.011
Si	-8.162	2.734	13.583	0.003	-0.017	0
Si	-10.888	5.45	13.599	0.013	-0.008	-0.003
Si	-8.167	8.156	13.611	-0.002	-0.01	-0.002
Si	-10.89	10.874	13.612	-0.009	-0.003	-0.001
Si	8.165	-2.737	13.609	0.006	0.01	-0.003
Si	-5.443	-0.002	13.595	-0.003	-0.003	-0.001
Si	-2.707	2.718	13.612	-0.005	0.008	0.006
Si	-5.433	5.447	13.597	-0.007	-0.005	0.001
Si	-2.729	8.17	13.596	0.009	0.001	-0.006
Si	-5.442	-5.451	13.588	0.004	0.006	-0.005
Si	-2.718	-2.723	13.598	-0.009	-0.01	-0.001
O	-0.962	-1.62	1.502	0.396	-0.366	0.39
O	2.823	3.704	-0.009	-0.698	0.368	0.229
O	-5.354	6.797	27.22	0.499	0.035	0.115
O	-9.772	-6.634	-0.044	0.424	-0.015	0.002
O	-2.133	0.646	1.105	-0.306	-0.381	0.185
O	-2.098	-4.808	26.171	0.093	0.022	0.276
O	3.053	-2.421	1.162	0.282	0.183	-0.292
O	-9.112	1.762	1.958	0.24	-0.239	0.05
O	-6.699	6.398	0.113	0.046	-0.028	-0.226
O	-9.66	-4.287	1.289	0.073	0.12	0.708
O	-6.024	5.136	-3.916	-0.169	-0.066	-0.493
O	-5.511	0.384	1.485	0.372	-0.443	0.011
O	-7.874	-7.994	1.471	0.015	0.535	-0.037
O	-6.557	-7.511	-0.802	-0.193	0.039	-0.23
O	-7.504	-0.799	-0.913	-0.038	-0.222	-0.064
O	2.147	1.965	-2.878	-0.234	0.383	0.194
O	-1.98	-1.717	24.274	-0.004	-0.252	0.068
O	-7.812	-0.923	26.106	0.536	-0.421	0.06
O	0.483	-2.833	-4.734	-0.247	-0.071	-0.142
O	-4.33	-4.562	24.742	-0.281	-0.141	0.209
O	-10.815	5.461	23.541	0.144	-0.01	0.581
O	2.935	-5.49	25.533	-0.172	-0.288	0.436
O	3.593	6.238	25.785	0.239	-0.417	-0.139
O	-10.085	-1.057	24.781	-0.07	-0.062	0.077
O	-0.08	0.042	23.593	-0.016	0.056	0.227
O	-3.989	2.219	0.23	0.08	0.01	-0.555
O	3.152	6.218	-4.553	0.266	-0.275	-0.229
O	3.678	2.495	-4.913	0.139	-0.265	0.208
O	2.514	-7.714	1.192	-0.401	0.007	0.063
O	-4.086	6.035	1.869	0.437	-0.563	0.098
O	-2.75	2.196	26.308	-0.045	0.237	0.083
O	-0.232	-6.337	27.307	-0.178	-0.122	0.018
O	-4.269	-2.611	-5.083	0.231	0.521	-0.003
O	-4.363	-4.679	27.422	0.427	0.419	0.39
O	-4.98	6.656	24.583	-0.182	0.237	0.369
O	-0.179	2.878	26.517	0.286	0.066	0.061
O	2.771	-5.864	-2.03	-0.155	0.019	-0.037
O	2.864	6.283	0.138	-0.189	-0.146	0.49
O	-8.569	-7.499	26.281	-0.456	0.145	0.634
O	1.4	-4.41	0.773	0.156	-0.052	0.002
O	4.439	-7.598	26.064	0.105	0.154	0.387
O	-5.788	1.105	-5.506	0.321	0.348	-0.13
O	-0.468	-1.614	-2.578	-0.476	0.36	-0.031
O	1.484	4.57	25.268	0.192	-0.323	-0.181
O	-5.545	-5.152	1.315	-0.294	-0.636	-0.201
O	-9.203	7.499	24.115	0.1	0.324	0.106
O	-1.272	-4.023	0.447	-0.289	-0.192	-0.244
O	-6.259	1.468	-0.781	-0.417	0.485	-0.218
O	-10.721	-3.455	-5.413	0.08	0.327	-0.198
O	-3.522	-2.574	26.217	-0.152	0.209	0.045
O	-0.597	5.164	1.061	0.247	0.224	-0.235
O	-7.488	6.46	25.744	0	-0.148	-0.173
O	-1.468	7.071	-5.606	0.726	0.116	-0.312
O	-8.404	4.129	-3.272	-0.138	-0.045	0.04
O	-6.353	-3.899	-5.962	0.01	0.037	0.388
O	-5.048	-2.943	-0.018	-0.117	0.208	0.533
O	-1.655	6.915	-2.252	-0.031	0.757	-0.125
O	-1.478	4.998	-4.019	-0.126	-0.476	-0.126
O	4.621	-4.397	-3.107	0.552	-0.237	-0.024
O	-10.229	2.789	25.929	0.176	0.195	-0.31
O	1.316	1.605	-5.438	-0.345	-0.03	-0.073
O	-6.549	-6.574	-5.701	0.583	-0.264	-0.296
O	4.836	2.195	0.869	0.163	0.613	-0.24
O	-7.493	-3.831	0.008	-0.287	0.057	-0.519
O	-2.022	-5.954	-2.369	-0.29	0.141	0.636
O	-10.232	2.4	-5.907	0.28	0.134	-0.459
O	-2.807	-7.342	-4.429	-0.325	-0.287	0.227
O	-0.891	3.911	24.267	0.013	0.458	0.18
O	0.765	6.284	-3.38	0.141	0.703	-0.141
O	-0.075	-4.206	-2.527	0.329	0.011	0.14
O	-0.308	4.747	-1.588	0.576	-0.387	-0.144
O	-10.866	-5.64	24.638	0.026	-0.305	-0.575
O	-9.771	0.473	-0.149	-0.061	0.177	-0.408
O	-0.113	-6.053	-0.591	-0.01	-0.411	-0.011
O	-6.317	2.62	-3.486	0.65	-0.092	0.234
O	1.839	-0.499	-2.168	0.139	-0.207	-0.204
O	-9.521	-2.122	-0.076	-0.441	0.016	-0.239
O	-10.118	-7.562	-2.514	0.183	0.274	-0.137
O	2.303	-3.06	26.346	-0.322	0.155	0.173
O	-6.802	-6.805	24.478	0.206	-0.538	0.326
O	0.405	-4.602	25.51	-0.301	0.284	0.129
O	-5.698	-5.083	-1.328	0.429	0.44	-0.208
O	2.746	-7.603	-3.98	-0.113	0.391	-0.025
O	1.202	2.175	24.347	0.432	0.099	0.137
O	-9.676	-0.768	-2.399	0.415	-0.16	-0.343
O	-5.735	4.553	25.921	0.166	0.115	0.262
O	3.019	-3.351	-4.939	-0.171	-0.495	-0.174
O	-10.626	0.137	-4.669	-0.203	0.087	-0.444
O	2.773	1.154	-0.395	-0.475	-0.375	0.306
O	-8.252	1.216	-4.72	-0.156	0.244	0.312
O	4.294	0.476	-2.439	0.492	0.463	0.061
O	-6.528	4.346	-1.473	0.311	-0.096	-0.07
O	1.643	4.045	-4.352	-0.391	0.093	-0.139
O	-4.285	6.454	-2.433	-0.451	0.282	0.063
O	4.38	-7.983	-0.641	0.013	0.053	-0.191
O	-6.483	0.104	-3.129	-0.131	-0.551	-0.089
O	-5.859	7.636	-4.328	0.363	-0.139	-0.019
O	3.715	2.262	26.854	-0.525	-0.216	0.042
O	-10.495	-3.391	25.889	-0.145	0.207	0.021
O	-2.837	8.078	23.749	0.294	-0.168	0.598
O	-8.449	-4.972	25.448	0.666	0.271	0.238
O	4.019	3.497	24.494	-0.701	-0.02	0.472
O	-2.711	-1.982	-0.36	0.396	0.145	-0.351
O	-8.797	4.729	-0.132	-0.146	-0.581	0.109
O	-8.603	0.961	24.333	0.33	0.097	0.29
O	-3.757	-0.098	25.477	-0.532	-0.23	-0.106
O	-0.209	0.089	-0.519	-0.149	0.328	-0.382
O	4.573	-1.87	-3.533	-0.184	0.064	0.09
O	-1.454	2.917	-0.038	0.427	-0.413	-0.184
O	-4.846	-0.661	-1.256	0.312	0.383	0.148
O	-1.967	-3.176	-4.059	0.086	0.284	-0.176
O	-6.6	-5.906	26.937	0.105	0.35	0.149
O	-7.629	2.71	26.263	0.096	-0.121	0.387
O	-5.261	-8.069	1.388	-0.141	0.393	0.605
O	2.904	-3.395	-1.289	0.126	0.357	-0.396
O	-5.301	2.026	25.509	-0.172	-0.265	0.273
O	4.732	-4.931	-0.478	0.254	0.228	0.07
O	-0.988	-6.683	24.736	0.169	-0.056	0.147
O	-2.699	5.122	-0.687	-0.457	-0.247	0.326
O	1.936	8.115	-1.444	-0.414	-0.394	0.023
O	1.44	7.091	24.564	-0.283	0.289	0.352
O	-9.291	0.788	27.331	-0.607	-0.123	0.081
O	-9.665	6.396	-3.427	0.134	-0.07	0.537
O	-8.849	5.153	-5.644	0.024	0.242	0.005
O	2.883	5.087	-2.24	0.022	0.015	-0.119
O	-10.15	6.734	26.435	0.089	-0.492	0.25
O	0.894	-2.163	-0.376	-0.394	-0.189	0.213
O	-4.046	-2.819	-2.476	-0.118	0	0.001
O	0.468	-6.719	-3.038	-0.172	-0.181	-0.258
O	-8.515	-7.965	-4.641	-0.12	-0.145	-0.22
O	5.129	8.015	-4.856	0.05	0.276	-0.498
O	-10.864	4.246	-4.176	-0.337	0.177	0.558
O	-3.316	7.576	-0.232	0.074	0.533	-0.25
O	-8.701	-5.039	-5.792	-0.074	-0.44	0.343
O	5	5.026	-0.646	0.123	-0.167	-0.472
O	3.981	-1.047	26.293	0.173	0.543	0.327
O	2.064	-0.896	-5.577	0.329	0.23	0.629
O	-6.905	-6.572	-3.141	-0.411	0.419	0.099
O	-3.786	6.001	-4.96	-0.174	0.081	-0.486
O	-3.879	-4.972	-3.97	-0.452	0.001	-0.009
O	1.315	6.388	27.13	-0.612	0.211	0.239
O	-4.413	-7.024	-2.396	0.25	-0.543	0.153
O	4.535	0.94	24.728	-0.196	0.37	-0.676
O	-1.567	-0.894	26.711	0.532	-0.158	-0.299
O	-9.683	7.101	-0.451	0.599	0.175	-0.218

Results
total energy: -102094.749 eV
total energy less fixed offsets of O -438.25, Si -107.07 eV per atom: -3.299 eV
